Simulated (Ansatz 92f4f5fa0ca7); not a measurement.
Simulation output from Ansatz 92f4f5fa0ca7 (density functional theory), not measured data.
Periodic cell of 176 atoms, Si99O77, from a study of silicon, its oxide and their interface. The atomic structure is a simulated model.

Settings
functional: PBE
potential files: Ansatz PAW
basis: plane waves
wave-function cutoff: 700 eV
density cutoff ratio: 5
exchange-correlation grid ratio: 2
k mesh: 2 x 2 x 1, shifted by 0.5 0.5 0.5 of a step
self-consistency stop: 5e-08 eV per atom in the density residual
occupations: Fermi-Dirac, 0.05 eV
spin: none
net charge: 0

Cell vectors (angstrom)
a	11.5983	0	0
b	0	11.5983	0
c	-2.0551	4.3683	22.6922

Atoms and the computed forces on them: element, x, y, z (angstrom), force x, y, z (eV/angstrom)
Si	0.8067	4.8102	-0.2184	-0.3875	0.0319	-0.8121
Si	2.488	6.9407	1.3133	0.1001	0.0893	0.0896
Si	0.1254	3.4033	-2.9885	-0.0866	-0.0605	-0.1146
Si	2.4744	3.6583	1.1512	0.2471	0.7078	0.1762
Si	4.3268	5.7359	0.1126	-0.0741	0.1246	-0.023
Si	2.0542	1.293	-4.288	-0.006	0.0057	-0.3634
Si	7.1059	2.821	1.3899	-0.131	0.0885	-0.3513
Si	8.4557	6.9407	-0.1597	-0.3139	-0.0279	-0.4226
Si	9.5219	10.4655	0.9382	0.4341	0.2258	0.0122
Si	6.6706	1.1972	-1.0591	0.0257	0.1947	-0.001
Si	0.7176	7.2298	-0.1663	-0.1588	-0.2222	-0.1332
Si	1.5363	10.5972	0.5564	0.0667	-0.0495	-0.2017
Si	9.4577	2.5825	0.9857	-0.0693	-0.4308	0.0988
Si	6.3883	6.7227	1.0541	0.0442	-0.1012	-0.1385
Si	7.1457	10.82	1.257	-0.4043	0.0142	-0.3094
Si	10.2529	4.7305	0.7432	-0.223	0.2887	0.0738
Si	10.2414	8.2262	0.6842	-0.1017	-0.1008	0.2288
Si	10.881	11.2703	-0.7893	-0.1166	0.244	0.1489
Si	2.3433	5.1975	2.8761	0.0362	-0.0369	0.219
Si	2.2847	9.0278	2.3549	0.2165	0.033	0.3445
Si	2.5185	13.1104	2.2384	-0.1966	-0.7863	-0.1312
Si	6.5012	4.8735	2.5098	0.1398	0.1289	0.4818
Si	6.2618	8.8138	2.2711	0.0651	-0.0092	0.1631
Si	6.5948	12.6109	2.7671	0.031	0.0191	0.2479
Si	10.2286	5.6589	2.9545	-0.0224	0.2837	0.0655
Si	10.1832	8.0979	2.9914	0.0008	-0.4784	0.2072
Si	10.233	12.7328	2.7966	-0.2801	-0.2133	-0.1653
Si	0.5047	5.1605	4.2949	0.024	-0.1415	-0.0379
Si	0.5875	8.9317	3.9919	-0.2108	-0.2534	-0.0441
Si	0.6707	12.8887	3.9527	-0.057	-0.0135	0.0337
Si	4.4864	4.967	3.8258	0.2314	0.0756	0.0097
Si	4.3267	8.948	3.6914	-0.0548	0.1673	0.0759
Si	4.4122	12.7645	3.7495	0.1884	0.164	0.1618
Si	8.2789	5.0468	4.1417	-0.1294	-0.1592	-0.1684
Si	8.0669	8.7551	3.8842	0.1121	0.2163	-0.0482
Si	8.4	12.7761	4.2664	-0.0576	-0.2207	0.3567
Si	0.5996	3.1088	5.4836	0.1048	0.1232	0.1908
Si	0.5422	7.1638	5.5162	0.1744	0.1391	-0.0195
Si	0.5284	10.8579	5.4236	0.121	-0.0793	-0.0956
Si	4.4848	3.0955	5.232	-0.0893	0.1203	0.0274
Si	4.4196	6.9205	5.1308	-0.0638	0.1669	-0.2595
Si	4.3702	10.8248	5.1542	-0.0404	-0.1422	-0.0085
Si	8.345	3.1454	5.5776	-0.0329	0.0905	0.0169
Si	8.1723	7.0142	5.4479	-0.1303	0.1536	-0.047
Si	8.2837	10.6489	5.3807	-0.0998	0.0289	-0.3652
Si	2.628	3.1391	6.734	-0.0483	-0.1035	-0.3255
Si	2.5774	7.0425	6.6429	0.0166	-0.2704	0.0697
Si	2.5638	10.821	6.7579	0.2866	0.133	0.1108
Si	6.3089	3.0535	6.8041	0.1005	0.0631	-0.2058
Si	6.2039	6.887	6.7005	-0.015	-0.025	-0.0035
Si	6.2709	10.7207	6.6252	0.0222	0.1583	0.0258
Si	10.2961	3.4882	6.905	0.0893	0.2517	-0.2382
Si	10.1261	7.6199	6.7028	0.0202	0.2095	-0.3396
Si	10.1528	10.2006	6.7423	-0.0271	-0.0555	-0.1156
Si	4.1486	4.9786	9.4135	-0.0166	-0.0761	0.2227
Si	3.4039	7.7361	10.8293	0.002	-0.1951	0.0452
Si	3.4784	1.1755	7.8763	-0.337	0.0548	0.0222
Si	2.2996	5.1451	8.0403	0.1092	0.18	-0.0349
Si	5.644	8.8029	7.8879	0.4607	-0.0527	0.2645
Si	5.8243	1.0329	7.9624	0.2436	-0.1118	0.2198
Si	11.9697	5.6616	9.5421	0.0444	-0.3374	0.1073
Si	10.1214	5.7046	8.0835	0.0915	-0.3922	0.0322
Si	9.7561	11.4775	8.7641	-0.0104	-0.8069	0.3168
Si	6.1939	4.9935	8.161	-0.201	0.0202	0.064
Si	3.2903	8.8667	7.9401	-0.4654	-0.108	0.1615
Si	3.0561	2.169	9.9511	0.3848	-0.0815	-0.0032
Si	8.2773	4.8666	9.3276	-0.2283	0.0917	0.3053
Si	7.6386	6.3219	12.1478	0.0407	0.0552	0.1586
Si	7.2899	11.5668	10.5034	-0.1585	0.1124	0.1858
Si	9.9195	2.296	8.9008	-0.7654	0.525	0.0303
Si	12.1125	7.2892	11.3245	-0.0131	0.3825	0.259
Si	11.6996	2.7892	10.3021	0.909	-0.1476	0.735
Si	11.4163	1.7607	21.4504	0.0405	0.086	-0.4374
Si	10.2627	2.8719	14.5937	0.0565	0.0651	0.0471
Si	0.9914	11.6072	17.7927	-0.2172	-0.0586	-0.28
Si	4.2288	4.6943	17.0999	0.011	0.4846	0.0228
Si	9.2793	4.0234	17.2536	0.1933	0.0827	-0.2149
Si	2.596	4.4513	19.6686	-0.1438	-0.0348	-0.2443
Si	7.6333	6.1013	21.4202	0.3683	0.2059	-0.1998
Si	6.1469	8.8212	11.0367	-0.0652	0.0405	0.1559
Si	10.3637	5.9205	13.6518	-0.0449	-0.0763	0.282
Si	6.79	12.1561	19.662	0.1073	0.0037	-0.312
Si	12.0176	7.4048	15.9136	0.0237	0.0536	0.0286
Si	5.7972	8.7017	16.4975	0.044	-0.0944	-0.2082
Si	5.3658	10.1025	18.2721	-0.0609	-0.0322	-0.4211
Si	9.0622	0.3922	12.8938	-0.0013	-0.067	0.3995
Si	11.2955	10.3762	11.2335	0.0962	-0.0844	0.552
Si	2.8639	10.5258	19.8499	-0.1259	0.0568	-0.3236
Si	1.4851	1.4901	15.105	-0.0752	0.0252	0.1026
Si	4.2275	3.1274	15.432	-0.1104	-0.1339	-0.2404
Si	5.3645	5.2991	13.923	-0.0504	-0.0621	0.2362
Si	9.0076	2.608	20.0114	0.1171	-0.0487	-0.5641
Si	3.4375	7.1128	15.3455	-0.0388	-0.0744	0.1922
Si	7.8239	10.7396	15.5005	0.0816	-0.1209	0.0033
Si	6.8257	5.8072	16.7073	-0.0896	0.1493	-0.0429
Si	-1.282	9.6728	17.2186	0.1302	0.0608	-0.2383
Si	5.8676	12.565	17.0158	0.0428	-0.2406	-0.3298
Si	1.7771	1.6043	20.1824	0.3856	-0.1162	-0.4292
Si	1.5538	0.8441	12.0813	0.0895	-0.1993	0.2118
O	2.4823	3.0474	20.4714	-0.1997	-0.0693	0.1077
O	8.1536	1.3225	-1.773	0.116	-0.0549	0.1152
O	6.3998	2.5164	-0.1183	0.1569	-0.0327	0.16
O	6.537	-0.203	-0.2089	0.2322	-0.1621	0.2736
O	3.167	0.6599	-3.3083	0.1111	-0.0401	0.151
O	2.4079	11.974	0.9672	-0.1422	0.232	0.2741
O	10.2365	11.0906	2.3616	-0.1046	0.0678	-0.6196
O	8.6017	3.2324	9.5044	0.4745	-0.4159	-0.1888
O	6.501	10.387	11.3032	0.0027	0.0471	-0.0373
O	2.817	8.5604	9.53	0.176	0.132	-0.2876
O	4.064	6.2748	10.4478	-0.0256	-0.0023	0.0287
O	6.2602	8.5495	9.4324	-0.121	0.0746	-0.3684
O	0.3383	1.893	11.6885	-0.1739	0.2301	-0.2296
O	2.0838	7.5499	11.7793	0.0464	-0.0674	-0.0726
O	11.6593	4.3949	10.6449	-0.0444	0.0206	-0.3584
O	8.3591	10.8799	9.4625	0.3543	0.2223	-0.3783
O	3.3297	4.0604	18.2802	0.0586	0.0091	0.0956
O	10.6204	2.2946	20.0421	-0.0395	-0.0591	0.6523
O	1.2044	1.404	18.625	0.0202	0.0494	0.4505
O	4.0334	4.1776	0.6738	-0.2262	-0.0533	-0.1252
O	9.3103	3.0892	15.9115	-0.0554	-0.0024	0.1097
O	4.2661	5.4458	-1.5308	-0.0445	-0.0364	0.32
O	11.0619	11.0047	17.8218	0.068	0.0723	0.0942
O	5.7569	5.0108	17.6569	-0.071	-0.0831	0.0787
O	5.5079	1.1792	-2.1957	0.1415	0.0149	0.1177
O	-1.9649	8.731	18.3717	-0.09	-0.1118	0.2738
O	3.9838	3.5226	10.2462	-0.1539	-0.1076	-0.1796
O	4.7952	11.3479	17.307	0.0491	0.0552	0.182
O	10.8765	6.6189	15.0456	-0.039	-0.0305	-0.1384
O	5.2676	1.959	15.8965	0.0233	0.0896	0.1851
O	8.0987	0.8308	11.6423	-0.0621	0.0548	-0.3025
O	1.5276	2.5787	9.4918	-0.6607	0.1948	-0.006
O	2.9497	1.3131	11.3556	-0.1055	0.1027	0.0518
O	11.7121	2.3606	15.1199	0.0672	-0.0222	-0.0444
O	7.2549	11.9996	16.3562	-0.0705	0.1914	0.1439
O	7.2118	7.8662	11.8238	-0.0363	0.0874	-0.1247
O	0.7173	6.616	17.3045	-0.0621	-0.0767	0.1467
O	3.5395	6.1171	16.6385	0.0038	-0.2138	0.0342
O	8.205	5.5712	10.8258	0.1177	-0.1735	-0.3938
O	12.7861	10.925	11.6025	-0.0068	0.0095	-0.0755
O	11.3795	6.4522	12.5156	0.1474	0.0804	-0.2956
O	6.2808	5.5253	12.6091	0.0165	0.0018	-0.1238
O	9.6149	1.7515	13.6078	-0.0215	-0.0703	-0.1475
O	8.2621	12.7314	20.0398	0.084	-0.0044	0.1384
O	10.9858	10.9566	9.748	-0.2003	0.1609	-0.3834
O	6.282	12.4892	9.6008	-0.0977	0.1075	-0.3816
O	8.3499	5.3393	16.9735	-0.0738	0.0157	0.046
O	4.2579	9.7764	19.4361	-0.0965	0.1767	0.2574
O	1.4266	11.9326	16.2542	0.0443	-0.0052	0.0534
O	4.3831	8.3945	15.7078	0.0321	-0.0428	0.0344
O	8.6622	3.2494	18.535	-0.0455	-0.112	0.3993
O	4.0931	6.3452	14.0433	0.0401	0.0192	-0.1242
O	6.6846	9.5768	15.4268	-0.0364	-0.0208	0.0693
O	8.8192	6.3419	13.2887	-0.1268	0.0268	-0.1283
O	6.7754	10.6499	18.9613	-0.0338	0.2165	0.2988
O	10.42	4.2954	13.8077	0.0271	0.0163	-0.0681
O	10.7985	4.5065	17.577	0.0061	-0.0034	0.1433
O	3.0027	12.1007	20.3155	-0.026	-0.0036	0.0402
O	4.6119	8.5638	11.5582	-0.1045	-0.0195	-0.0579
O	6.1731	13.1854	18.5173	-0.1158	-0.0903	0.0952
O	8.1858	11.1679	13.9859	0.0315	0.0765	-0.1851
O	8.0224	7.6247	-1.6316	-0.0177	-0.0727	0.3166
O	1.9004	10.4522	18.5217	0.2114	-0.0726	0.2344
O	4.766	3.7708	14.0017	-0.0886	-0.0238	0.0048
O	-0.1691	8.8715	16.3144	-0.0228	-0.0274	0.0492
O	9.1568	10.1717	16.2161	-0.0051	-0.0082	0.0557
O	6.7064	7.4125	16.9365	-0.0794	-0.1351	0.0333
O	11.324	8.7425	11.2141	-0.0054	-0.0631	-0.1272
O	9.1361	5.4212	-0.3744	0.409	-0.0223	0.5362
O	0.7922	4.2603	-1.7855	0.1296	-0.007	0.1894
O	6.3937	5.5043	15.1706	0.0461	-0.0098	-0.0934
O	1.8632	7.5226	15.128	0.127	0.0179	-0.0227
O	1.705	0.7472	13.6855	0.0083	0.0027	-0.1634
O	10.2323	10.9766	12.343	0.0325	-0.0741	-0.212
O	2.7278	2.5126	15.2896	0.1691	0.1514	0.0634
O	8.2381	7.1429	20.2407	-0.213	-0.0264	0.2605
O	1.0353	2.1058	-3.332	0.0395	-0.0418	0.0906

Results
free energy: -106731.957 eV
free energy less fixed offsets of O -569.03, Si -635.61 eV per atom: 8.743 eV
pressure: -0.85 GPa
stress xx, yy, zz, yz, xz, xy (GPa, positive in tension): 0.75, 1.19, 0.61, 0, 0.1, -0.58

The program warned: the cutoff lies below the one the program advises for these potential files.
